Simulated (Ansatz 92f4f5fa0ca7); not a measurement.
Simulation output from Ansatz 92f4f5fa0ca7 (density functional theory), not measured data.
Periodic cell of 171 atoms, Si99O72, from a study of silicon, its oxide and their interface. The atomic structure is a simulated model.

Settings
functional: r2SCAN
potential files: Ansatz norm-conserving
basis: plane waves
wave-function cutoff: 1300 eV
density cutoff ratio: 4
exchange-correlation grid ratio: 1
k mesh: 2 x 2 x 1, shifted by 0.5 0.5 0.5 of a step
self-consistency stop: 5e-08 eV per atom in the density residual
occupations: Fermi-Dirac, 0.05 eV
spin: none
net charge: 0

Cell vectors (angstrom)
a 11.5403 0 0
b 0 11.5403 0
c 2.4946 3.2417 23.3369

Atoms: element, x, y, z (angstrom)
Si -0.6153 2.9537 0.6948
Si -0.5952 5.9561 0.1666
Si -0.7048 11.5052 0.1105
Si 3.1956 2.7683 0.5232
Si 3.1815 5.8185 0.2136
Si 3.166 11.2718 -0.1667
Si 7.0668 2.8606 0.5665
Si 6.9752 5.9014 0.0439
Si 7.2128 11.383 0.1337
Si 1.3373 2.8298 1.9059
Si 1.2939 6.4923 1.4909
Si 1.2846 10.7099 1.2347
Si 5.1232 2.7803 1.8165
Si 5.1235 6.465 1.4302
Si 5.1339 10.6769 1.1643
Si 8.9556 2.8943 1.8963
Si 8.94 6.57 1.3417
Si 9.0207 10.8375 1.5436
Si 1.3133 4.7944 3.0903
Si 1.2904 8.6549 2.6085
Si 1.293 12.3455 2.9801
Si 5.1378 4.7578 3.0074
Si 5.1421 8.6544 2.5631
Si 5.1372 12.3098 2.9268
Si 8.9493 4.8804 3.0167
Si 8.9809 8.6679 2.6335
Si 8.9884 12.493 3.1308
Si -0.6565 4.7653 4.3484
Si -0.6313 8.6165 4.0526
Si -0.6017 12.4424 4.3924
Si 3.2557 4.7819 4.3768
Si 3.2405 8.6951 4.0437
Si 3.2332 12.3592 4.3151
Si 7.0338 4.8145 4.3564
Si 7.0397 8.6912 4.0466
Si 7.0156 12.3854 4.3591
Si -0.6347 2.8503 5.6994
Si -0.6463 6.738 5.5477
Si -0.6376 10.4466 5.594
Si 3.2438 2.7943 5.6062
Si 3.2838 6.8174 5.5056
Si 3.2357 10.4767 5.7078
Si 7.0112 2.8285 5.5898
Si 7.0305 6.8361 5.5269
Si 7.0549 10.4601 5.7024
Si 1.3468 2.7693 6.9819
Si 1.3352 6.6878 6.819
Si 1.2244 10.5081 7.0118
Si 5.1412 2.8363 6.9684
Si 5.1668 6.8833 6.9771
Si 5.1613 10.6263 7.1602
Si 8.896 2.8102 6.9612
Si 8.9392 6.7298 6.9211
Si 9.0436 10.4336 7.0324
Si 1.3809 4.7414 8.1841
Si 1.2371 8.5132 8.2095
Si 1.2644 12.4496 8.4318
Si 5.1721 4.8223 8.1322
Si 5.1879 8.7378 8.5639
Si 5.1156 12.652 8.5468
Si 8.8382 4.7522 8.2701
Si 9.024 8.4996 8.4499
Si 8.9704 12.4279 8.2905
Si -0.6319 4.8346 9.2944
Si -0.5363 7.9301 9.6545
Si -0.698 13.2162 9.5867
Si 3.3563 5.044 9.5783
Si 3.0828 8.2375 9.5931
Si 3.1235 12.4192 9.8761
Si 6.8584 5.0436 9.7428
Si 7.1605 8.2053 9.8521
Si 7.1387 12.4362 9.8077
Si 1.1224 10.6969 21.0061
Si 0.6006 6.494 14.1701
Si 6.2863 8.3566 18.4115
Si 4.3196 9.8264 16.7945
Si 1.6682 5.5844 16.5541
Si 10.451 6.5546 16.5318
Si 11.6421 1.9197 21.4178
Si 1.114 8.732 11.9554
Si 5.3063 9.4064 13.9384
Si 9.8545 10.2009 20.475
Si 4.0916 6.8994 17.1394
Si 3.0924 10.6801 12.3283
Si 14.9639 11.2989 19.1731
Si 5.7156 6.2725 14.5774
Si 7.3701 10.3318 11.9491
Si 5.7024 10.1209 20.6157
Si 9.7717 2.3533 14.587
Si 1.0935 3.6145 14.4593
Si 5.0143 4.3652 12.0886
Si 7.5544 14.0735 18.1569
Si 9.058 11.9095 16.7664
Si 3.2491 13.6343 12.6224
Si 8.0804 4.6683 16.0201
Si 9.0369 8.9527 17.723
Si 10.0532 12.9929 19.1912
Si 5.5729 13.0394 20.2377
Si 9.1804 12.6615 11.8448
O 5.7191 9.6422 17.5868
O -0.5736 1.5929 -0.2412
O 6.3508 11.5963 20.3189
O -0.3981 6.6675 -1.3175
O 10.2132 2.3328 22.0865
O -1.0847 11.0363 -1.4392
O 3.177 4.2181 -0.3194
O 1.7783 6.6392 15.2969
O 3.1548 6.7431 -1.1282
O 6.4803 8.8502 19.9513
O 9.1452 5.6373 16.7565
O 3.174 1.3963 -0.4608
O 7.1108 1.4595 -0.3482
O 11.9772 11.9195 21.8273
O 4.7101 10.1613 15.2599
O -0.624 14.8483 10.0484
O 15.0226 11.0099 17.5537
O 6.3061 14.0086 19.1723
O 8.9341 14.176 19.0382
O 2.8299 13.5856 11.0355
O -0.5686 6.3048 10.1577
O -0.9566 12.4607 11.0313
O 0.6566 4.953 13.6158
O 3.2405 10.9802 10.7136
O 4.6774 6.1661 15.8172
O 6.5743 10.2332 13.3613
O 2.4418 8.3103 11.118
O 10.2415 8.03 17.1699
O 3.7055 4.7435 11.179
O 8.7227 11.163 12.2911
O 6.9651 6.6137 10.216
O 6.3445 4.2723 11.1392
O 5.2033 5.4649 13.2758
O 0.8139 7.5885 13.0429
O 2.8584 5.9355 17.6086
O 6.6173 11.1305 10.721
O 7.9661 13.3449 10.957
O 11.7396 5.8241 17.2291
O 1.8972 11.2476 19.6879
O 8.8646 3.5882 15.1036
O -0.1969 2.6945 14.7936
O 7.3142 3.82 17.1885
O -0.8263 6.7267 14.9261
O 3.4118 12.0834 13.0977
O 5.7929 7.8715 14.2157
O 3.4156 6.6568 9.4942
O 8.8788 10.2954 16.7938
O 4.6549 2.915 12.7703
O 9.2385 9.3429 19.2666
O 10.3163 12.3439 17.72
O 3.0294 10.5091 -1.637
O 15.7536 10.1072 19.9529
O -0.204 8.8552 11.007
O 9.5694 11.7738 20.1596
O 4.0866 12.7253 19.6142
O 4.1397 9.5357 12.8181
O 6.7101 6.6472 -1.4123
O 7.7026 8.0185 17.7063
O 1.7572 4.0848 15.8897
O 3.515 8.4058 16.8391
O -0.1118 9.7812 20.4904
O 1.563 10.1557 12.6412
O 7.5652 8.8412 11.3329
O 7.0516 4.2604 -0.3491
O -0.6159 4.3287 -0.2457
O 2.1225 14.3034 13.5627
O 9.4155 12.4689 15.2935
O 9.4488 2.1596 13.0318
O 7.1054 5.5884 15.0957
O 7.7055 12.6802 17.2909
O 11.422 13.6119 19.8036
O 5.2722 7.0797 18.2624

Results
free energy: -45076.265 eV
free energy less fixed offsets of O -463.61, Si -117.95 eV per atom: -19.295 eV
pressure: -1.69 GPa
stress xx, yy, zz, yz, xz, xy (GPa, positive in tension): 0.44, 2.97, 1.67, -0.05, -0.05, 0.04

Forces (eV/angstrom), in the order of the atoms: element, x, y, z
Si 0.0384 0.0075 -0.9447
Si 0.1355 -0.3698 -0.7285
Si -0.1275 0.3151 -0.7985
Si 0.013 -0.0474 -0.9155
Si 0.0536 -0.0907 -0.4379
Si 0.0052 0.2685 -0.489
Si -0.024 -0.1058 -0.9113
Si -0.1112 -0.2688 -0.6345
Si 0.0741 0.2948 -0.6956
Si -0.0173 0.0805 -0.2514
Si 0.0182 -0.0838 -0.1154
Si -0.1453 0.095 -0.0795
Si 0.0593 0.1124 -0.2672
Si -0.0439 -0.0151 -0.1625
Si 0.1261 0.1449 -0.1627
Si -0.0076 -0.0663 -0.2303
Si -0.0134 -0.0426 -0.2616
Si 0.0956 -0.0115 -0.2094
Si 0.0139 0.0997 0.3533
Si 0.0771 -0.0004 -0.1099
Si -0.0155 -0.1486 0.3154
Si -0.0242 0.0241 0.3055
Si -0.0547 -0.0389 -0.1635
Si -0.023 -0.2355 0.2131
Si 0.0073 0.1256 0.2525
Si -0.0122 0.0366 -0.1243
Si 0.0274 -0.0569 0.3473
Si -0.0103 0.1359 -0.1491
Si 0.0162 -0.0388 0.0341
Si -0.0871 -0.1059 -0.1164
Si 0.0636 0.2141 -0.108
Si -0.0286 -0.0691 0.0398
Si 0.0272 -0.0219 -0.0591
Si -0.0632 0.1389 -0.1272
Si 0.0057 -0.0653 0.0471
Si 0.0854 -0.0773 -0.0557
Si 0.0006 -0.173 0.1511
Si 0.0089 -0.0231 0.1481
Si -0.0277 0.0785 -0.0707
Si -0.1426 -0.1209 0.0537
Si -0.0146 -0.0576 0.2814
Si 0.0182 0.1393 0.0024
Si 0.1413 -0.0959 0.0851
Si 0.0051 -0.0577 0.2428
Si -0.0245 0.2128 -0.0295
Si 0.1249 -0.0125 -0.1707
Si 0.2648 -0.0156 -0.3295
Si 0.0598 -0.0702 0.0348
Si 0.0021 0.0741 0.0412
Si -0.1216 0.2787 -0.1178
Si 0.0518 -0.1689 0.0545
Si -0.1783 -0.0853 -0.1744
Si -0.1087 -0.0763 -0.1858
Si -0.0084 -0.1859 0.0662
Si 0.3353 0.1985 0.4242
Si -0.0218 -0.0227 0.284
Si -0.2606 0.2011 0.0111
Si -0.0415 -0.1321 0.3151
Si -0.0624 -0.0233 0.3339
Si 0.0769 -0.1295 0.0738
Si -0.2856 0.2382 0.3674
Si 0.1233 0.0031 0.1602
Si 0.0856 0.1846 0.0179
Si 0.0201 -0.1271 0.7275
Si 0.0324 -0.1147 0.5699
Si 0.1378 0.1263 0.6834
Si 0.0162 0.3575 0.1659
Si -0.2667 -0.2965 0.2215
Si -0.0666 0.0132 0.4138
Si 0.0142 0.2112 0.1716
Si 0.0336 -0.2279 0.1795
Si 0.12 -0.2185 0.5409
Si -0.1225 0.0654 -0.3832
Si -0.0419 -0.0042 -0.0706
Si 0.0516 -0.0716 -0.1273
Si -0.1343 0.226 -0.0675
Si 0.1126 -0.1082 0.2518
Si -0.1326 0.0489 0.0998
Si 0.0631 -0.0749 -0.329
Si 0.1113 0.0918 0.2168
Si -0.0642 0.0409 0.2896
Si 0.0656 0.0518 -0.2879
Si -0.1232 -0.1071 0.0691
Si -0.1296 -0.0562 0.3576
Si -0.1023 0.0569 -0.2503
Si 0.0705 0.1077 0.3063
Si 0.0109 0.0239 0.3058
Si 0.0102 -0.0963 -0.283
Si 0.1458 -0.0349 0.2059
Si -0.139 -0.1043 0.0835
Si -0.09 0.0682 0.259
Si 0.014 0.0661 -0.1128
Si 0.0739 -0.0585 -0.1994
Si -0.0449 0.0031 0.4563
Si 0.0367 -0.0037 0.1236
Si 0.0146 -0.029 -0.2429
Si 0.109 0.1542 -0.2306
Si -0.033 0.0558 -0.3616
Si 0.1582 0.1338 0.2207
O -0.071 -0.3127 0.1327
O -0.0629 -0.4441 0.7121
O -0.2139 -0.0543 0.0879
O -0.2495 -0.0133 0.4328
O 0.0718 0.1226 0.339
O -0.1152 -0.1053 0.5522
O 0.0243 0.3825 0.6857
O -0.3369 -0.2958 -0.0157
O -0.0271 -0.2329 0.0337
O -0.163 0.246 -0.0194
O 0.0994 -0.0135 -0.1505
O -0.0083 -0.3238 0.7102
O 0.0241 -0.3851 0.7809
O -0.008 0.0462 -0.0834
O 0.0816 -0.3041 -0.0794
O -0.0562 -0.2674 -0.6137
O 0.2506 -0.1995 0.2882
O 0.07 -0.2017 0.1445
O -0.0138 -0.3857 -0.131
O 0.2212 -0.4494 -0.3726
O -0.0329 0.0882 -0.6495
O -0.2906 0.2821 -0.2536
O 0.0813 0.1637 0.2905
O 0.0082 0.4026 -0.0756
O 0.101 0.146 -0.0769
O 0.0767 -0.001 -0.4529
O 0.0894 0.1371 -0.4612
O -0.1555 -0.0956 0.0009
O 0.0011 -0.0964 -0.5776
O -0.1527 0.0719 -0.1828
O 0.0754 0.0052 -0.1852
O 0.1035 0.2024 -0.4515
O -0.0037 -0.271 -0.3437
O 0.0348 0.1777 -0.2109
O -0.0194 0.1464 -0.3857
O 0.2344 0.3175 -0.0918
O -0.1945 -0.4771 -0.3876
O 0.088 0.0776 -0.3477
O -0.0157 -0.1498 0.3816
O 0.0513 -0.1097 0.0504
O -0.1354 0.1542 -0.0969
O 0.182 -0.0948 -0.0481
O 0.2813 -0.1414 0.1734
O -0.0539 -0.1084 -0.3015
O -0.1136 0.0093 -0.0437
O -0.1446 0.0004 0.2827
O 0.0323 -0.0054 0.2751
O -0.1145 0.1721 -0.3483
O 0.0373 0.1435 0.1234
O -0.3871 0.0681 0.2472
O 0.0506 0.2248 0.433
O 0.1746 0.207 0.094
O 0.0025 -0.4124 -0.2905
O 0.097 -0.0447 0.0137
O 0.2225 -0.2664 0.1943
O -0.0322 0.1836 -0.1167
O 0.2077 -0.2593 0.4053
O -0.1024 0.2376 0.1625
O -0.1468 0.3344 -0.1475
O 0.3788 -0.0959 0.0589
O 0.0349 0.2937 0.2529
O 0.2433 -0.2117 -0.3383
O -0.2724 0.1599 -0.2905
O -0.0015 0.4647 0.7007
O -0.0136 0.3592 0.827
O 0.1788 0.0594 -0.2232
O -0.056 0.2481 0.0389
O -0.0945 -0.2527 -0.1991
O -0.1482 -0.0079 0.0335
O 0.2065 0.1551 0.1413
O -0.153 -0.1802 0.5282
O -0.0261 0.3231 -0.2071
